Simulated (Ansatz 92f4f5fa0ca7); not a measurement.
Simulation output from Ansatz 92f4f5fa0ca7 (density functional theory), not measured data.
Periodic cell of 273 atoms, Si166O106B1, from a study of silicon, its oxide and their interface. The atomic structure is a simulated model.
Doubt: the cutoff is far below the 930 eV that the study's wrapper takes by default for these files, so forces and energies are approximate.

Settings: functional PBE; potential files Ansatz PAW; basis plane waves; wave-function cutoff 580 eV; density cutoff ratio 5; exchange-correlation grid ratio 1; k mesh 1 x 1 x 1, Gamma-centred; self-consistency stop 5e-08 eV per atom in the density residual; occupations fixed; spin none; net charge -1 e, with a uniform compensating background and no finite-size correction.

Cell vectors (angstrom)
a, 11.6015, 0, 0
b, 0, 13.3963, 0
c, 0, 0, 29.8085

Atoms and the computed forces on them: element, x, y, z (angstrom), force x, y, z (eV/angstrom)
Si, 11.5543, 0.1812, 22.8999, 0.0152, 0.0665, 0.1919
Si, 3.924, 0.1614, 23.0297, 0.0173, 0.0569, 0.1772
Si, 7.6665, 0.1228, 23.1403, 0.0223, 0.0217, 0.1586
Si, 2.0721, 3.4849, 22.9232, -0.003, 0.1792, 0.1537
Si, 5.9063, 3.7003, 22.9916, -0.0544, -0.0287, 0.1956
Si, 9.7593, 3.5352, 23.0194, 0.0309, 0.0163, 0.2143
Si, 11.6822, 6.8452, 23.125, 0.1898, -0.133, 0.1343
Si, 3.9274, 7.028, 23.2441, -0.1483, -0.1691, 0.0824
Si, 7.7973, 6.8826, 23.2592, -0.003, -0.0768, 0.1532
Si, 2.0407, 10.2375, 23.2643, 0.0097, -0.0306, 0.1943
Si, 5.8564, 10.0916, 23.3328, -0.0787, -0.0249, 0.1203
Si, 9.8483, 10.0747, 23.2338, -0.0217, 0.02, 0.1383
Si, 11.7013, 2.391, 23.7448, 0.0183, -0.0569, -0.036
Si, 4.0018, 2.4159, 23.75, -0.0074, -0.0528, -0.043
Si, 7.7853, 2.4204, 23.7613, 0.0055, -0.0083, -0.0367
Si, 2.0162, 5.6992, 23.9055, 0.0493, 0.0458, 0.674
Si, 5.8292, 5.8152, 24.0003, 0.022, 0.0921, -0.0283
Si, 9.7416, 5.7202, 23.9128, -0.0367, 0.0854, -0.0267
Si, 11.7597, 9.0204, 24.0439, -0.0545, 0.0009, -0.0244
Si, 3.9033, 9.1325, 24.2282, 0.0855, 0.0443, -0.0121
Si, 7.8521, 9.0785, 24.0421, 0.0283, 0.0246, 0.0222
Si, 1.9227, 12.5112, 23.7949, -0.0245, -0.0281, -0.0157
Si, 5.7759, 12.3764, 23.9338, 0.0249, -0.0235, -0.0187
Si, 9.6842, 12.3928, 23.7689, -0.013, -0.0345, -0.049
Si, 11.683, 2.3678, 26.1553, -0.116, 0.0484, 0.1076
Si, 3.8888, 2.3884, 26.1544, 0.1026, 0.0301, 0.0884
Si, 7.7516, 2.3283, 26.1636, 0.0071, -0.0375, 0.0931
B, 1.9864, 5.6408, 26.175, -0.0757, -0.1288, -0.0331
Si, 5.7682, 5.6753, 26.3371, 0.0056, -0.0656, 0.0518
Si, 9.7636, 5.6273, 26.2767, 0.0085, -0.0744, 0.0485
Si, 11.7138, 8.9046, 26.3684, 0.0258, 0.0217, 0.0832
Si, 3.8434, 8.9516, 26.5156, -0.0369, 0.009, 0.1292
Si, 7.7944, 9.006, 26.3755, -0.0192, -0.0202, 0.0402
Si, 1.9372, 12.3784, 26.1927, 0.0149, 0.0187, 0.0864
Si, 5.7791, 12.3406, 26.2916, -0.03, -0.0023, 0.0482
Si, 9.7062, 12.3502, 26.1659, 0.0238, 0.0198, 0.0789
Si, 1.9819, 1.205, 26.9744, -0.0084, -0.0571, -0.0797
Si, 5.7964, 1.2208, 26.9959, 0.009, -0.022, -0.064
Si, 9.7171, 1.2138, 26.9443, 0.0036, -0.0185, -0.0595
Si, 11.8518, 4.6332, 26.9315, 0.1628, 0.1514, -0.3245
Si, 3.6897, 4.6448, 26.9332, -0.0967, 0.1014, -0.2562
Si, 7.7531, 4.5349, 27.0316, 0.0012, 0.0092, -0.0143
Si, 1.9665, 7.5722, 27.038, 0.0361, -0.1533, -0.2091
Si, 5.8488, 7.8871, 27.162, 0.0077, 0.0475, -0.0277
Si, 9.7231, 7.8434, 27.0901, -0.0254, 0.0591, -0.0681
Si, 11.6337, 11.1995, 26.9986, -0.0435, -0.0243, -0.0575
Si, 3.8363, 11.238, 27.1046, 0.0443, -0.0253, -0.014
Si, 7.7665, 11.2643, 27.044, -0.0126, -0.0003, -0.067
Si, 1.9529, 1.1222, 29.3606, -0.0211, -0.0508, 0.0431
Si, 5.7881, 1.1381, 29.3812, -0.0013, -0.0513, 0.0456
Si, 9.6624, 1.1333, 29.3388, -0.0996, -0.0303, 0.0663
Si, 0.0432, 4.4738, 29.3256, -0.1071, -0.0795, 0.0172
Si, 3.8473, 4.474, 29.3098, 0.0522, -0.0846, 0.0012
Si, 7.7198, 4.4762, 29.4003, -0.0536, -0.0929, 0.0042
Si, 1.9415, 7.7456, 29.4058, -0.0322, 0.0582, -0.0682
Si, 5.8292, 7.8342, 29.5182, -0.0518, -0.0267, -0.1039
Si, 9.6858, 7.7973, 29.4393, 0.0071, -0.0492, -0.0534
Si, 0.003, 11.164, 29.3614, 0.0184, 0.0018, 0.0116
Si, 3.8558, 11.199, 29.4607, 0.0265, -0.0341, -0.0389
Si, 7.7565, 11.1898, 29.398, 0.0002, -0.0358, 0.0096
Si, -0.0086, -0.0036, 0.3143, 0.0366, 0.0649, 0.0198
Si, 3.8695, 0.0103, 0.4401, -0.0002, 0.081, -0.068
Si, 7.7116, 0.0032, 0.3718, 0.076, 0.0874, -0.0309
Si, 1.9539, 3.3359, 0.3411, -0.0287, 0.0832, 0.0754
Si, 5.7608, 3.3559, 0.3804, 0.0481, 0.0503, -0.0079
Si, 9.668, 3.3659, 0.3205, 0.0829, 0.025, 0.03
Si, 0.0002, 6.6649, 0.4042, 0.0517, -0.0098, 0.0494
Si, 3.8801, 6.6582, 0.3826, 0.0291, 0.0155, 0.085
Si, 7.7575, 6.6856, 0.4351, 0.0095, 0.0109, -0.0096
Si, 1.9236, 10.0124, 0.3387, 0.0085, -0.0119, 0.0319
Si, 5.8246, 10.0958, 0.4164, -0.0466, 0.0204, -0.0295
Si, 9.6803, 10.0348, 0.3647, 0.0007, 0.0527, -0.0045
Si, 11.5455, -0.0547, 2.6826, -0.0021, 0.0144, -0.0289
Si, 3.8404, -0.0686, 2.8264, -0.004, -0.0051, 0.0343
Si, 7.6595, -0.089, 2.7527, 0.0089, 0.0016, -0.0014
Si, 1.9346, 3.2641, 2.7031, -0.0158, -0.0215, -0.0395
Si, 5.7377, 3.278, 2.7868, 0.0248, -0.0116, -0.0138
Si, 9.6069, 3.3094, 2.7076, -0.0135, -0.0117, -0.0418
Si, 11.5723, 6.6184, 2.7612, -0.0118, 0.0166, -0.0273
Si, 3.8685, 6.6061, 2.7317, 0.0087, 0.0097, -0.0452
Si, 7.7428, 6.634, 2.7948, -0.0055, -0.0074, -0.0001
Si, 1.919, 9.9823, 2.7114, 0.002, 0.0189, -0.04
Si, 5.8261, 10.046, 2.7865, 0.001, 0.0097, 0.0001
Si, 9.6778, 9.9711, 2.7287, 0.01, 0.0122, -0.0137
Si, 11.5547, 2.1941, 3.401, 0.003, 0.0007, 0.016
Si, 3.811, 2.1309, 3.6467, -0.0127, 0.0101, 0.0294
Si, 7.6794, 2.1231, 3.5219, 0.0074, -0.0011, 0.0089
Si, 1.9091, 5.4851, 3.4656, 0.0058, 0.0025, 0.0127
Si, 5.8033, 5.5201, 3.5692, -0.0166, 0.001, 0.0044
Si, 9.6556, 5.5046, 3.6139, 0.0106, -0.0097, 0.0171
Si, 11.6095, 8.8563, 3.5425, 0.0099, 0.0059, -0.001
Si, 3.8915, 8.8618, 3.4139, -0.0084, -0.0124, -0.041
Si, 7.7459, 8.8746, 3.5522, -0.0043, 0.0139, -0.0184
Si, 1.8524, 12.2171, 3.516, -0.0157, -0.0194, 0.0106
Si, 5.7563, 12.2229, 3.7517, 0.0087, -0.0194, 0.0039
Si, 9.6172, 12.1966, 3.483, 0.0022, -0.0016, 0.0076
Si, 11.4767, 2.1549, 5.7267, -0.0064, -0.0074, -0.0288
Si, 3.7268, 2.0292, 6.0687, 0.0013, -0.0118, -0.0027
Si, 7.6058, 1.9717, 5.8998, -0.0203, -0.0139, -0.0133
Si, 1.8799, 5.3981, 5.7998, -0.0052, -0.0149, -0.017
Si, 5.8015, 5.4619, 5.941, 0.0217, -0.0062, 0.0065
Si, 9.6245, 5.4343, 6.013, -0.0088, -0.0071, -0.0063
Si, 11.6374, 8.787, 5.9201, -0.0073, 0.0025, -0.0077
Si, 3.911, 8.7848, 5.733, 0.0173, 0.0035, -0.0102
Si, 7.776, 8.8093, 5.9221, 0.007, -0.0022, 0.011
Si, 1.7736, 12.1514, 5.8941, 0.0023, 0.0038, -0.0191
Si, 5.7175, 12.1177, 6.2535, -0.0089, 0.0159, 0.0015
Si, 9.5834, 12.1072, 5.8427, -0.0197, -0.0032, -0.0121
Si, 1.627, 0.9688, 6.7104, 0.045, 0.0121, -0.0872
Si, 5.6692, 0.9881, 7.0074, 0.0073, -0.0164, -0.1385
Si, 9.6322, 0.936, 6.5681, 0.005, 0.0133, -0.0869
Si, 11.5755, 4.3052, 6.7105, -0.0023, 0.0178, -0.1242
Si, 3.8261, 4.3191, 6.566, -0.0137, -0.013, -0.113
Si, 7.6922, 4.1744, 6.6241, 0.0058, 0.0292, -0.0947
Si, 2.0283, 7.6206, 6.5047, -0.0255, 0.0232, -0.109
Si, 5.829, 7.7339, 6.6944, -0.0125, -0.0163, -0.1274
Si, 9.7186, 7.6971, 6.7284, -0.005, -0.0049, -0.1114
Si, 11.4471, 10.9847, 6.7638, 0.0303, 0.0021, -0.1193
Si, 3.6483, 10.9338, 6.6379, 0.0344, 0.0181, -0.0917
Si, 7.7581, 10.9751, 6.8579, -0.0088, 0.0132, -0.1168
O, 9.9035, 7.8897, 8.3898, -0.0242, -0.0182, 0.2053
O, 9.9029, 0.8325, 8.218, 0.0429, -0.0078, 0.1704
O, 1.0314, 0.9182, 8.2973, -0.0771, -0.0079, 0.1707
O, 3.0717, 10.5624, 8.1524, -0.0409, -0.0253, 0.2118
O, 5.8137, 7.8988, 8.3593, 0.019, 0.0348, 0.2145
O, 5.612, 1.1846, 8.6933, 0.0241, -0.006, 0.2377
O, 3.7694, 4.3248, 8.2131, 0.0297, 0.0303, 0.2248
O, 7.648, 3.7262, 8.2482, -0.0103, 0.0142, 0.1968
O, 0.0551, 4.2676, 8.3829, 0.0156, -0.039, 0.2432
O, 11.1502, 10.9427, 8.4157, -0.0053, 0.0157, 0.2233
O, 8.1249, 10.773, 8.4954, -0.0105, 0.0009, 0.2068
O, 2.3688, 7.4895, 8.1101, 0.0265, -0.0165, 0.2285
O, 11.429, 0.2123, 21.2209, -0.0604, 0.0034, -0.2856
O, 9.7453, 3.6382, 21.3558, 0.0325, 0.0116, -0.2601
O, 4.0892, 7.5214, 21.6426, 0.0944, 0.151, -0.2709
O, 6.0214, 4.1924, 21.3803, -0.0187, 0.0405, -0.2496
O, 5.7144, 9.7233, 21.7072, 0.0028, -0.0114, -0.1864
O, 2.1605, 3.4296, 21.2347, 0.0637, -0.0688, -0.3731
O, 7.3542, 13.4471, 21.5016, 0.0145, -0.0347, -0.2389
O, 4.0464, 0.1584, 21.3686, -0.028, -0.0321, -0.284
O, 7.7695, 6.9487, 21.6067, -0.0066, 0.0572, -0.2901
O, 2.1246, 10.1856, 21.6149, 0.0276, -0.0048, -0.2731
O, 11.6279, 6.9381, 21.4589, -0.0432, 0.014, -0.3992
O, 10.1524, 9.6266, 21.643, -0.0393, 0.0325, -0.2387
Si, 11.5799, 6.4456, 11.2875, -0.0181, -0.0074, -0.1228
Si, 1.566, 10.3574, 16.2582, -0.0362, -0.0391, 0.1439
Si, 0.2282, 3.6857, 9.8996, -0.0397, -0.0006, -0.2214
Si, 8.0826, 12.8546, 20.179, 0.0116, 0.0116, 0.2954
Si, 2.8373, 10.4629, 9.7492, -0.0029, -0.0118, -0.2194
Si, 2.5747, 10.3967, 20.0725, 0.0462, -0.0375, 0.2908
Si, 10.3561, 3.7107, 19.8443, 0.0309, 0.0241, 0.2642
Si, 0.2514, 12.7985, 17.0908, -0.0149, 0.006, 0.2161
Si, 10.8168, 0.7015, 19.774, 0.0312, 0.0356, 0.3173
Si, 3.1621, 7.7465, 16.2266, -0.0212, -0.0575, 0.1724
Si, 0.3593, 6.4851, 19.9352, -0.0376, 0.0093, 0.3338
Si, 9.3867, 2.5217, 14.2873, -0.0123, 0.0027, -0.0101
Si, 2.9053, 2.5421, 11.0339, -0.0019, 0.023, -0.1325
Si, 5.1289, 11.9828, 15.3545, 0.0119, 0.0063, 0.0965
Si, 4.9057, 8.6462, 20.764, -0.0295, -0.0657, 0.3101
Si, 3.6044, -0.3932, 11.2816, 0.0269, -0.0044, -0.1153
Si, 5.5882, 8.886, 14.7943, -0.0302, -0.0247, 0.0286
Si, -0.1696, 11.3146, 9.9892, -0.0034, 0.0191, -0.2205
Si, 9.4369, 10.0052, 20.2283, 0.0081, -0.048, 0.2846
Si, 3.4696, 0.058, 19.8444, -0.0366, 0.0156, 0.3022
Si, 7.4677, 4.6985, 9.536, 0.0026, -0.0235, -0.2193
Si, 2.3664, 12.3502, 14.1601, 0.0063, -0.0145, -0.0083
Si, 6.1842, 0.5917, 10.1319, -0.0352, 0.0102, -0.2294
Si, 2.7992, 2.916, 19.7985, -0.0586, 0.052, 0.2989
Si, 5.717, 4.443, 13.6492, 0.0052, 0.0033, -0.0271
Si, 7.4746, 0.2112, 15.5952, -0.0262, 0.0026, 0.0968
Si, 9.6114, 11.342, 15.1994, 0.0288, 0.0117, 0.045
Si, 1.9885, 6.5635, 13.545, -0.0015, 0.0271, -0.0089
Si, 2.841, 3.5251, 14.0106, -0.0058, -0.0085, -0.0217
Si, 11.6983, 9.1713, 18.4342, -0.0128, -0.0536, 0.2484
Si, 11.2293, 0.8746, 9.179, 0.0016, -0.0032, -0.2217
Si, 9.1265, 7.3188, 9.7057, 0.0166, 0.0215, -0.2115
Si, 8.6781, 8.5575, 14.5692, 0.0117, 0.0117, 0.0073
Si, 4.7772, 7.1603, 12.346, 0.0059, 0.0091, -0.1151
Si, 2.9858, 5.6233, 18.742, -0.0191, -0.0707, 0.2604
Si, 2.537, 7.403, 9.7074, 0.0131, 0.0121, -0.2276
Si, 6.2647, 8.4256, 9.8364, 0.0024, -0.007, -0.2151
Si, 4.3305, 4.7585, 9.657, -0.0183, -0.0095, -0.2216
Si, 9.3555, 10.4987, 12.2713, 0.0012, 0.0149, -0.1165
Si, 5.9444, 13.0352, 17.9644, -0.0269, 0.0069, 0.257
Si, 7.9817, 4.9378, 18.3602, -0.0178, -0.0048, 0.258
Si, 8.3064, 5.4091, 15.1973, -0.0129, -0.0045, 0.1408
Si, 7.3259, 11.0752, 9.9083, 0.0242, -0.0113, -0.2181
Si, 5.4003, 4.2043, 19.865, -0.0137, -0.015, 0.2747
Si, 0.7848, 1.4873, 15.0361, 0.0001, -0.018, 0.0787
Si, 7.5413, 7.5183, 20.1084, -0.0587, 0.0085, 0.2941
Si, 7.6468, 2.7868, 11.8569, -0.0022, 0.0073, -0.1289
O, 3.4554, 6.0827, 10.0912, -0.0035, 0.0062, 0.0734
O, 1.9469, 2.6536, 15.075, 0.0009, 0.0042, -0.016
O, -0.365, 12.945, 10.1494, 0.0008, -0.0341, 0.0875
O, 8.3306, 8.9015, 19.8399, 0.0001, 0.0239, -0.0896
O, 2.4236, 1.3236, 19.5621, 0.0091, -0.0429, -0.0917
O, 8.1462, 5.3145, 16.8004, 0.0153, 0.023, -0.1873
O, 2.7603, 11.9846, 19.7165, 0.0018, 0.0217, -0.0915
O, 7.1618, 8.7657, 15.1281, 0.0011, 0.0015, -0.0153
O, 1.2812, 0.18, 14.173, -0.001, 0.005, -0.0112
O, 4.4108, 3.8102, 14.4409, -0.0011, -0.0007, 0.0011
O, 4.2439, 3.4136, 10.6163, -0.0157, -0.0347, 0.075
O, 10.9535, 2.0782, 14.4853, -0.0034, 0.0051, -0.0123
O, 11.3824, 4.8382, 10.976, 0.0005, 0.0385, 0.072
O, 10.8461, 12.0146, 16.0412, -0.0351, -0.0155, -0.0675
O, 8.9371, 6.9075, 14.7612, 0.0007, 0.0132, -0.0233
O, 1.7832, 3.357, 10.2048, 0.0436, -0.0193, 0.0734
O, 8.4644, 5.9271, 9.208, -0.0046, 0.0098, 0.0826
O, 11.1448, 2.2991, 19.5286, -0.007, -0.0246, -0.0838
O, 5.4114, 7.6076, 10.9269, -0.0324, -0.0293, 0.1049
O, 11.4213, 7.5991, 18.8399, 0.0019, 0.0892, -0.1055
O, 7.8726, 8.2599, 10.1408, -0.0088, 0.0035, 0.0636
O, 10.1348, 7.1505, 10.9778, 0.0358, -0.0106, 0.0781
O, 9.2194, 4.1099, 14.7252, 0.0089, -0.0121, -0.0217
O, 8.8211, 11.4643, 20.5377, -0.0149, 0.0362, -0.1072
O, 10.5743, 10.5226, 11.1567, -0.0387, -0.0255, 0.0904
O, 8.3623, 12.2371, 15.7583, -0.0005, -0.0017, -0.0308
O, 4.4439, 2.8843, 19.8299, 0.0216, 0.0028, -0.083
O, 4.6538, 0.2385, 18.738, 0.0963, -0.0171, -0.1395
O, 10.4579, 10.0818, 18.9681, 0.0476, 0.0052, -0.131
O, 6.7979, 0.6921, 17.0245, 0.0346, 0.007, -0.1046
O, 0.5153, 6.7405, 12.8221, 0.0175, 0.0037, 0.0496
O, 1.052, 7.1362, 10.2927, -0.0349, -0.0141, 0.0754
O, 3.1422, 7.179, 12.549, -0.0065, -0.0075, 0.0307
O, 3.9366, 9.5322, 19.7993, -0.0491, 0.0468, -0.1097
O, 6.7904, 5.1962, 14.6159, -0.0085, -0.0021, -0.0204
O, 0.5781, 0.9101, 16.5483, 0.0085, 0.0321, -0.0858
O, 1.5476, 11.7783, 17.1123, 0.0063, -0.0045, -0.0689
O, 5.3908, 8.2974, 13.3082, 0.0052, 0.0148, 0.0236
O, 2.972, 12.3686, 12.6442, -0.0227, -0.0085, 0.0654
O, 6.4341, 3.1947, 12.8799, -0.0165, 0.0096, 0.0381
O, 2.7926, 9.3129, 16.5933, 0.0074, 0.006, -0.0579
O, 5.9741, 7.8588, 19.8197, 0.0545, -0.0195, -0.1078
O, 1.9745, 6.3995, 19.7521, 0.0502, -0.0121, -0.1116
O, 1.4374, 9.7134, 19.1599, -0.0642, -0.0204, -0.1315
O, 9.4873, 9.7104, 15.4626, -0.0114, -0.0058, -0.0209
O, 3.1008, 8.8908, 10.1887, 0.0044, -0.0095, 0.0717
O, 8.9831, 9.0422, 13.0028, -0.0067, -0.0157, 0.0292
O, 2.1522, 7.3123, 14.9936, -0.0172, -0.0075, -0.0586
O, 9.1548, 3.8886, 18.7677, -0.0546, 0.0193, -0.1111
O, 4.7354, 7.9042, 15.7972, 0.0347, 0.0221, -0.0477
O, 7.2473, 1.5917, 10.8381, 0.0256, 0.0342, 0.0821
O, 8.0992, 6.3659, 19.1233, 0.013, -0.0843, -0.1265
O, 5.9102, 5.1586, 9.6204, -0.0082, 0.0021, 0.0747
O, 6.9829, -0.9291, 19.0649, -0.0681, 0.0063, -0.1527
O, 11.0597, 2.2477, 10.0736, 0.0018, 0.0292, 0.081
O, 8.9786, 2.3894, 12.7083, 0.0159, -0.0038, 0.0412
O, 9.7062, 11.5071, 13.5441, 0.0003, 0.0036, 0.0197
O, 6.5794, 4.1858, 18.743, 0.0727, 0.0147, -0.1172
O, 6.0427, 10.0458, 9.9518, -0.0088, 0.0028, 0.0666
O, 1.3491, 10.8372, 10.2724, 0.0058, -0.0016, 0.0705
O, 5.1649, 10.4657, 14.7533, 0.0017, -0.0004, -0.0182
O, 1.6892, 10.9022, 14.6741, 0.0081, 0.0201, -0.045
O, 11.3649, 13.0791, 18.6178, 0.0451, -0.0598, -0.187
O, 5.4334, 11.8485, 16.9605, -0.0095, -0.0238, -0.1141
O, 8.09, 10.9876, 11.3542, 0.0356, -0.0108, 0.0962
O, 11.3209, 5.0125, 19.6564, -0.011, -0.0296, -0.0844
O, 8.3683, 1.4781, 15.074, 0.0127, 0.0097, -0.0182
O, 2.4344, 4.043, 18.6211, 0.0062, 0.0466, -0.089
O, 3.749, 11.6927, 10.3235, 0.0105, 0.044, 0.0786
O, 9.1834, 0.567, 19.7159, 0.0033, 0.0033, -0.0906
O, 2.77, 2.6473, 12.6454, -0.0019, 0.0097, 0.0673
O, 3.6441, 12.6251, 15.1416, -0.0051, 0.0039, -0.0189
O, 7.9958, 4.0794, 10.9334, 0.005, -0.0383, 0.1021
O, 5.1098, 0.2528, 11.3266, -0.0269, -0.0082, 0.0653
O, 4.4472, 5.491, 19.473, -0.0465, 0.0055, -0.1017
O, 6.2025, 13.0554, 14.6813, -0.0023, -0.0007, -0.0291
O, 3.0623, 6.5549, 17.3732, 0.015, 0.1065, -0.1748
O, 2.7741, 0.9277, 10.716, 0.0082, -0.0024, 0.0494
O, 0.2895, 9.4428, 16.8174, 0.0338, 0.0383, -0.1338
O, 5.2278, 5.6129, 12.6183, 0.001, -0.0112, 0.0341
O, 2.1388, 4.9668, 13.7878, 0.0025, -0.0125, 0.0053
O, 6.8922, 12.6098, 9.7017, -0.0051, 0.0033, 0.0796

Results
free energy: -165958.910 eV
free energy less fixed offsets of B -154.04, O -568.88, Si -635.61 eV per atom: 7.670 eV

The program warned: the cutoff lies below the one the program advises for these potential files; the forces do not sum to zero within the program's tolerance; the exchange-correlation potential is rough where the density is thin.
